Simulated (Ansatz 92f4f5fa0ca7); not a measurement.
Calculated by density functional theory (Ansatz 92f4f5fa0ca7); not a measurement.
Periodic cell of 208 atoms, Si128O80, from a study of silicon, its oxide and their interface. The atomic structure is a simulated model.
This geometry differs little from another in the collection (a relaxation step or a small displacement).

Settings
functional: r2SCAN
potential files: Ansatz PAW
basis: plane waves
wave-function cutoff: 800 eV
density cutoff ratio: 5
exchange-correlation grid ratio: 1
k mesh: 1 x 1 x 1, shifted by 0.5 0.5 0 of a step
self-consistency stop: 1e-10 eV per atom in the density residual
occupations: fixed
spin: none
net charge: 0

Cell vectors (angstrom)
a  10.88  0  0
b  0  10.88  0
c  -2.9987  -3.1157  30.4451

Atoms and the computed forces on them: element, x, y, z (angstrom), force x, y, z (eV/angstrom)
Si  1.2257  -1.1152  0.2054  -0.0112  0.007  0.0556
Si  3.6697  1.6144  0.0402  -0.0059  0.0142  0.0719
Si  1.4898  3.8674  0.1328  0.0106  -0.0068  0.0573
Si  4.3847  -4.263  0.0503  0.0057  -0.0118  0.0604
Si  -3.8518  -1.6359  0.1878  0.0152  -0.0116  0.0655
Si  -1.0602  1.0173  0.0279  0.0121  -0.0074  0.0757
Si  6.6221  4.4118  -0.0324  -0.014  0.0102  0.0731
Si  -1.6382  -3.825  0.0891  -0.007  0.009  0.0582
Si  2.7092  0.0696  1.5163  0.0006  -0.0004  -0.0025
Si  5.4378  2.7311  1.1848  0.0026  -0.0029  -0.0036
Si  2.7375  -5.4147  1.3139  -0.0012  0.0017  -0.0044
Si  5.4625  -2.7606  1.4801  0.0006  0.0012  -0.0038
Si  -2.6751  -0.025  1.387  -0.0012  0.0011  -0.0058
Si  -0.0411  2.6663  1.3955  -0.0006  0.0018  -0.0037
Si  8.1296  5.4776  1.4118  0.0017  0.0001  -0.0034
Si  -0.0021  -2.7227  1.3823  0.0009  -0.0018  -0.0048
Si  1.3137  1.3837  2.844  -0.0001  0.0001  -0.0004
Si  4.1019  4.0715  2.6711  0.0003  0.0008  -0.0004
Si  1.3742  -4.0888  2.699  0.0003  0.0006  0.0012
Si  4.0942  -1.3496  2.7563  0.0002  0.0004  0.0012
Si  6.7832  1.3839  2.6254  0.0001  0.0009  0.001
Si  9.4964  4.0719  2.7039  0  0  0.0008
Si  6.8037  6.7847  2.8464  0.0006  0.0006  -0.0002
Si  -1.342  -1.3689  2.7915  0.0009  0.0004  0.0007
Si  -0.0152  -0.0059  4.1606  0.0001  0.0003  -0.0001
Si  2.7333  2.7554  4.0925  0.0002  0.0005  0.0001
Si  0.0079  -5.4544  4.0551  0.0007  -0.0005  -0.0007
Si  2.7115  -2.72  4.0773  0.0003  0.0002  -0.0003
Si  5.4687  0.0235  4.0602  0.0005  -0.0001  -0.0007
Si  8.1274  2.7175  4.0464  0.0007  0.0006  -0.0006
Si  5.4165  5.407  4.112  0.0003  -0.0002  0.0005
Si  8.1723  -2.7169  4.146  -0.0002  0.0004  -0.0004
Si  1.332  -1.3792  10.906  -0.0001  -0.0008  -0.0004
Si  4.0784  1.3623  10.8779  0.0005  0.0007  -0.0003
Si  1.378  4.0723  10.7719  0.0009  0.0005  -0.0004
Si  4.066  -4.0899  10.8239  -0.0001  -0.0013  -0.0013
Si  6.8314  -1.3439  10.8527  0.0006  0.0009  -0.0007
Si  -1.3834  1.3451  10.859  -0.0004  -0.0005  -0.0005
Si  6.8037  4.0839  10.8965  -0.0004  -0.0003  -0.0001
Si  -1.3613  -4.0504  10.8943  0.0007  0.0003  -0.0003
Si  2.7077  -0.0055  12.2175  0.0002  0.0002  0.0018
Si  5.4445  2.7111  12.2527  0.0001  0.0001  0.0008
Si  2.7166  5.3929  12.1528  0.0006  -0.0003  0.0008
Si  5.4337  -2.7098  12.1288  0.0002  0.0002  0.0017
Si  -2.7041  -0.0154  12.2742  0.0006  -0.0003  0.0002
Si  0.0096  2.7498  12.106  -0.0005  -0.0007  0.0015
Si  8.1696  5.4642  12.2422  0.0005  -0.0002  0.0008
Si  -0.0286  -2.715  12.3188  0  0.0001  0.0025
Si  1.3423  1.4108  13.4807  0.0001  0.0005  -0.0029
Si  4.0883  4.091  13.5771  -0.0016  0.0016  -0.0041
Si  1.3353  -4.1932  13.5479  -0.0007  -0.0024  -0.0034
Si  4.0757  -1.3881  13.525  0.001  -0.0011  -0.0037
Si  -4.1097  1.3414  13.6328  0.0014  -0.0017  -0.0029
Si  -1.3061  4.0851  13.5245  0.0016  0.0008  -0.0033
Si  6.777  -4.0286  13.526  0.0003  0  -0.0032
Si  -1.34  -1.3292  13.747  -0.0018  0.0017  -0.0028
Si  -0.1826  0.4025  14.9226  0.0169  -0.0076  0.0747
Si  2.4948  2.9173  14.8295  0.0077  -0.012  0.0625
Si  0.2588  -5.7725  14.9691  -0.0113  0.0115  0.0837
Si  2.9566  -3.0482  14.7264  -0.0143  0.0093  0.0711
Si  5.5787  -0.2568  14.9181  -0.0107  0.0037  0.0638
Si  -2.4629  2.5397  14.8024  -0.0055  0.0119  0.0602
Si  5.2269  5.7134  14.8444  0.009  -0.0047  0.0638
Si  -3.0652  -2.4601  14.9166  0.0081  -0.0143  0.0749
Si  1.134  5.1866  -4.6733  -0.0152  0.02  0.142
Si  6.0237  -3.105  -4.7278  0.0016  -0.011  0.1672
Si  -2.0149  1.0092  -2.9609  -0.0238  0.0095  0.1559
Si  -0.7967  4.1352  20.3608  0.0145  -0.007  0.1695
Si  6.0738  1.2288  -8.2748  -0.0013  0.0177  0.1544
Si  0.9441  0.3147  -7.8922  0.0183  0.003  0.1738
Si  3.3784  2.1473  19.8626  0.0016  0.0161  0.1847
Si  2.1518  -2.7561  17.6045  0.0279  -0.0096  0.1511
Si  7.2344  5.0481  -5.1816  -0.0116  0.0095  0.1687
Si  3.0294  -3.2191  -4.8738  -0.0122  -0.0204  0.182
Si  6.4968  -0.9514  -2.6971  0.0001  0.0297  0.1411
Si  -0.0126  -4.8588  17.9571  0.005  -0.0152  0.1662
Si  0.3147  1.307  20.1872  0.0054  0.0018  0.1758
Si  4.6369  1.2984  -2.7538  0.0124  -0.0175  0.1539
Si  4.3378  4.9038  20.6922  -0.0263  0.0087  0.1461
Si  7.4997  3.9789  -7.9156  0.0293  0.001  0.1888
Si  4.1099  -2.9924  19.671  -0.0023  -0.0025  0.1582
Si  4.3325  1.628  16.9713  0.0003  0.0098  0.1593
Si  2.5375  -2.8838  -1.9276  0.0067  0.0045  0.1497
Si  3.0294  -1.9679  -7.7182  0.0063  0.0206  0.1818
Si  6.9412  3.2965  -2.7941  0.0067  -0.0136  0.1598
Si  -0.0535  1.2  -5.2957  -0.0203  0.0125  0.1719
Si  0.2595  -5.0996  -1.9301  -0.0138  -0.0027  0.1487
Si  7.062  -2.8497  19.9545  -0.0059  -0.0017  0.1694
Si  6.0275  -1.5366  -7.3801  -0.0208  -0.0027  0.1775
Si  3.2405  2.4841  -7.7232  -0.0118  -0.0122  0.1856
Si  -1.0974  3.9671  -6.1723  0.0288  0.007  0.1428
Si  0.1962  -0.5408  17.7017  -0.008  0.0072  0.1608
Si  2.6426  2.7037  -4.7783  0.0133  -0.0119  0.1675
Si  -2.0146  -2.6078  17.6856  -0.0094  0.0094  0.1546
Si  6.595  3.8657  16.8908  -0.0042  -0.0031  0.1529
Si  7.1445  4.9063  19.8114  0.0015  0.0209  0.1538
Si  1.3684  -1.3737  5.4598  0.0002  0.0004  -0.0003
Si  4.0863  1.3625  5.4235  0  0.0003  -0.0005
Si  1.3634  -6.7845  5.45  0.0004  -0.0002  -0.0004
Si  4.0652  -4.081  5.4455  0.0005  0.0001  -0.0006
Si  6.8001  -1.3365  5.4596  0.0003  -0.0003  -0.0004
Si  9.4832  1.3761  5.452  0.0001  0.0001  -0.0006
Si  6.7956  4.0622  5.4419  0.0004  0.0006  -0.0004
Si  9.541  6.7802  5.4462  -0.0001  0.0003  -0.0005
Si  2.7338  -0.0062  6.7907  0.0006  -0.0001  -0.0006
Si  5.4418  2.7092  6.7891  0.0003  0.0003  -0.0006
Si  2.7106  -5.427  6.8136  0.0003  0.0002  -0.0005
Si  5.4307  -2.7143  6.8011  0.0004  0.0002  -0.0009
Si  8.1495  0.0151  6.8239  0.0004  0.0004  -0.0006
Si  -0.008  2.7266  6.8  0.0002  0.0003  -0.0009
Si  8.1621  5.4271  6.7915  0.0003  0.0001  -0.0007
Si  0.0042  -2.7278  6.799  0.0003  -0.0001  -0.0007
Si  1.3544  1.3379  8.1384  0.0002  0.0003  0.0005
Si  4.0901  4.0731  8.1339  0.0004  0  0.0002
Si  1.3515  -4.0666  8.1592  0.0002  0.0002  -0.0006
Si  4.0782  -1.3538  8.1709  0  -0.0002  -0.0005
Si  6.7852  1.3726  8.1664  0.0005  0.0003  -0.0006
Si  -1.3655  4.0865  8.1668  0.0004  0  -0.0006
Si  6.8045  -4.0835  8.1439  0.0001  -0.0003  0.0004
Si  9.5238  -1.3638  8.146  0.0002  0.0001  -0.0001
Si  -0.0057  -0.016  9.5185  0.0006  -0.0003  -0.0006
Si  2.7361  2.6956  9.4671  0.0007  0.0002  0.0001
Si  -0.0101  -5.4108  9.5094  0.0002  0.0004  -0.0011
Si  2.6972  -2.7107  9.5162  -0.0003  0  -0.001
Si  5.4462  0.0095  9.5236  0.0001  0.0006  -0.0006
Si  8.1477  2.724  9.5205  -0.0002  0.0002  -0.0008
Si  5.4471  5.4265  9.5012  0.0006  -0.0001  -0.0011
Si  8.1672  -2.7199  9.5  0.0009  -0.0001  -0.0004
O  3.9101  -3.4594  -1.2932  -0.0246  0.0237  -0.0727
O  -0.9394  2.3945  -5.905  -0.006  0.0136  -0.0601
O  8.133  -2.7136  -0.3805  -0.0029  0.0031  -0.0337
O  -1.1186  -3.7563  18.3817  0.0018  0.0066  -0.058
O  -0.0632  4.5132  21.7592  -0.0228  -0.0389  -0.112
O  2.6046  2.7897  -0.3751  0.0033  -0.0032  -0.0345
O  -0.3285  -5.319  16.4346  0.0059  -0.0211  -0.1189
O  7.4216  4.0278  -1.4199  0.0037  -0.024  -0.1047
O  0.6507  0.1688  16.3236  -0.007  0.02  -0.1046
O  6.6871  4.6159  -6.6478  0.0031  -0.0232  -0.1177
O  -2.0905  4.6379  -5.0902  0.0093  -0.0094  -0.0695
O  3.2194  3.1106  -6.2302  0.0161  -0.0088  -0.1324
O  4.8326  0.2489  16.2916  0.022  -0.0259  -0.0738
O  2.7136  -2.463  -3.4732  0.0153  -0.0069  -0.1234
O  1.4003  4.0062  15.3656  0.0031  -0.0037  -0.0356
O  -1.3777  1.4442  15.3503  -0.0059  0.0029  -0.0345
O  6.4694  4.3248  -3.9472  0.0092  0.0405  -0.1008
O  5.9321  5.173  16.2179  -0.0193  0.0233  -0.0754
O  1.8193  1.8229  19.9878  0.0051  0.0016  -0.0593
O  6.7162  -1.3334  15.3847  -0.002  0.0045  -0.036
O  2.1592  -2.4664  16.0265  0.0166  -0.0055  -0.1105
O  5.5388  -2.3393  20.0106  0.0039  -0.0049  -0.0508
O  7.8189  -2.0553  18.7802  0.0387  0.0061  -0.098
O  8.0445  2.3156  -3.4566  0.0067  0.0014  -0.0482
O  1.4053  1.6922  -4.8593  -0.0158  -0.0105  -0.0623
O  -0.1079  4.8443  19.0679  0.0166  0.0452  -0.1081
O  7.092  -4.3968  19.5379  0.0015  -0.0139  -0.0542
O  4.1637  1.5899  21.1525  -0.0325  0.0319  -0.1237
O  3.0531  2.1978  16.1812  -0.0275  0.0216  -0.0782
O  4.5765  1.5873  -7.8081  0.0169  -0.0058  -0.0571
O  2.8383  -2.2495  -6.1375  0.0008  0.0346  -0.1348
O  6.1083  -1.9449  -5.8332  0.0014  0.0403  -0.1274
O  0.17  0.1098  -6.4722  0.0267  -0.02  -0.1119
O  1.4515  -4.0467  -1.728  0.0005  -0.0018  -0.0491
O  -1.0903  -4.4974  -1.2929  0.0264  -0.0194  -0.0688
O  1.882  -0.9532  -8.1951  -0.0077  -0.0007  -0.0582
O  -2.6583  -3.1948  16.3275  -0.0215  0.0016  -0.1074
O  7.0991  2.4274  -7.9894  -0.016  -0.0132  -0.0587
O  3.6683  -2.7478  18.1479  -0.0391  0.0066  -0.0965
O  3.9007  0.8581  -1.387  0.02  -0.0034  -0.1007
O  6.3593  -2.4309  -3.3025  -0.0098  -0.0418  -0.0948
O  -1.7848  4.1462  -7.6265  -0.0348  0.0004  -0.0883
O  -1.1248  -1.3452  17.2605  -0.0008  0.0015  -0.0568
O  6.7743  -2.6835  -8.2433  0.038  -0.0267  -0.1127
O  5.909  4.5202  20.7827  0.0233  0.0009  -0.059
O  5.7  2.4121  -2.2847  0.0023  -0.0011  -0.0619
O  5.3681  -0.0025  -3.3634  0.0011  -0.0057  -0.0471
O  1.8897  1.6182  -7.8714  -0.0034  -0.0072  -0.0605
O  2.0292  -1.5988  -1.1199  0.0207  -0.0259  -0.0709
O  0.2435  0.497  21.5828  0.0048  0.0509  -0.1194
O  4.1272  -4.582  19.9243  0.002  0.0219  -0.0492
O  -0.1487  0.4409  18.9188  -0.0059  -0.0464  -0.1115
O  6.6804  -0.065  -7.5051  -0.0003  0.0164  -0.0684
O  4.0852  -4.0888  15.3168  0.0048  -0.004  -0.0382
O  0.3459  4.6736  -5.992  -0.0265  -0.0145  -0.0676
O  -1.5826  1.429  -1.4551  -0.0236  -0.0025  -0.1172
O  5.5314  2.6764  16.8486  0.0059  0.0008  -0.0561
O  7.9586  -0.3247  -2.9588  0.007  0.0057  -0.0481
O  2.1463  4.0712  -4.079  0.002  -0.0156  -0.059
O  3.0154  -2.2512  20.6008  0.0185  -0.022  -0.1103
O  -0.8001  0.6681  -3.9661  0.0466  0.0067  -0.1019
O  4.5474  -3.7706  -4.7764  0.0058  0.0049  -0.055
O  0.0657  -5.3573  -3.5035  0.0175  -0.0203  -0.1099
O  0.1075  -0.061  -0.3253  -0.0045  0.0035  -0.0318
O  1.4585  -4.1745  17.9889  -0.0061  0.0041  -0.0541
O  1.9911  -4.4146  -5.0833  0.011  0.0055  -0.0504
O  7.7341  -2.6188  21.3943  -0.0478  -0.0068  -0.1249
O  1.322  -1.5433  18.2681  -0.0067  -0.0017  -0.055
O  7.1082  -4.2445  -5.01  0.0038  -0.0066  -0.0529
O  -2.3507  4.5224  20.514  -0.024  0.0019  -0.0607
O  7.0173  4.1523  18.4063  -0.0143  -0.0315  -0.1265
O  7.9074  3.384  16.1014  0.0285  -0.0228  -0.0743
O  3.5672  3.7555  19.858  -0.0022  -0.0219  -0.0565
O  3.735  1.9536  -3.8884  -0.045  0.0306  -0.0952
O  5.4667  -5.3804  -0.4614  0.0046  -0.0017  -0.0331
O  -0.6995  2.5448  20.2308  -0.0014  -0.0001  -0.0509
O  3.9556  1.4407  18.5312  0.0285  -0.0166  -0.1316
O  6.2585  -0.9987  -1.0988  -0.0096  0.015  -0.1059
O  0.6794  4.4185  -1.1718  -0.0185  0.0291  -0.0729
O  4.5092  -1.3654  -7.8992  -0.0021  0.0017  -0.0575

Results
free energy: -127506.444 eV
free energy less fixed offsets of O -570.45, Si -639.56 eV per atom: -6.764 eV

The program warned: the cutoff lies below the one the program advises for these potential files; the forces do not sum to zero within the program's tolerance; empty levels may hold ghost states of the PAW files; the exchange-correlation potential is rough where the density is thin.
